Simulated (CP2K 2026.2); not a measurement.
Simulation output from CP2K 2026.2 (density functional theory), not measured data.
Periodic cell of 534 atoms, Si358O176, from a study of silicon, its oxide and their interface. The atomic structure is a simulated model.
Doubt: the forces sum to 2.94 eV/angstrom along one axis rather than to zero, so they err by at least 0.0055 eV/angstrom per atom on average; the grid cutoff is modest.

Settings: functional PBE; method Gaussian and plane waves; basis set DZVP-MOLOPT-SR-GTH; pseudopotentials GTH-PBE; grid cutoff 350 Ry, relative cutoff 50 Ry; k points Gamma only; occupations fixed; spin none; net charge 0.

Cell vectors (angstrom)
a	16.32	0	0
b	0	16.32	0
c	-0.1956	-0.3989	35.0262

Atoms and the computed forces on them: element, x, y, z (angstrom), force x, y, z (eV/angstrom)
Si	15.714	-0.281	35.018	0.178	-0.146	0.838
Si	3.127	1.695	35.017	-0.341	0.103	0.74
Si	0.167	5.131	0.01	-0.168	0.059	0.659
Si	2.835	7.67	0.125	0.042	0.091	0.697
Si	-0.136	11.148	34.699	-0.101	-0.333	0.739
Si	3.106	13.404	0.241	-0.089	0.007	0.722
Si	5.444	16.203	0.457	0.058	0.053	0.625
Si	8.309	1.684	34.715	-0.067	0.261	0.64
Si	4.976	5.192	34.986	0.07	-0.209	0.719
Si	8.11	7.078	34.836	-0.276	0.443	0.767
Si	4.759	10.487	34.895	0.345	-0.115	0.708
Si	7.565	14.024	0.07	0.078	-0.23	0.84
Si	10.709	16.23	0.169	-0.043	0.047	0.527
Si	13.514	1.983	35.013	-0.189	0.215	0.727
Si	10.563	5.039	34.86	0.299	-0.266	0.702
Si	13.231	8.074	34.917	0.201	-0.223	0.832
Si	10.705	9.967	34.815	-0.141	0.409	0.85
Si	12.664	13.588	34.72	0.223	-0.181	0.865
Si	1.397	1.169	1.164	-0.046	0.066	-0.102
Si	4.161	3.888	1.262	-0.014	0.021	-0.05
Si	1.373	6.508	1.45	-0.003	0.007	0.001
Si	3.962	9.351	1.32	-0.007	-0.01	-0.033
Si	1.394	12.312	1.378	-0.01	0.004	-0.085
Si	4.131	14.82	1.718	0.001	0.007	0
Si	6.962	1.313	1.38	0.046	0.065	-0.063
Si	9.511	3.835	1.062	-0.022	0.008	-0.061
Si	6.741	6.622	1.343	-0.02	0.016	-0.055
Si	9.351	9.247	1.109	-0.014	-0.026	-0.058
Si	6.645	12.095	1.131	0.021	0.013	-0.081
Si	9.3	14.878	1.422	0.003	-0.018	-0.073
Si	12.168	1.267	1.368	0.009	0.002	-0.071
Si	14.886	3.978	1.264	0.003	-0.019	-0.054
Si	12.293	6.727	1.125	0.058	-0.021	-0.024
Si	15.052	9.756	0.984	0.087	-0.012	-0.032
Si	11.97	12.188	0.992	-0.014	-0.062	-0.058
Si	14.661	14.85	1.154	-0.009	-0.071	-0.13
Si	0.026	2.591	2.555	-0.004	-0.046	0.004
Si	2.587	16.201	2.746	0.001	0.017	0.029
Si	16.263	8.141	2.455	-0.065	0.034	-0.012
Si	2.769	5.173	2.723	-0.003	-0.006	0.048
Si	16.141	13.579	2.57	-0.009	0.049	0.049
Si	2.624	10.745	2.667	0.026	-0.005	0.024
Si	5.531	2.65	2.686	-0.014	-0.018	0.03
Si	8.124	16.252	2.842	-0.019	0.003	0.048
Si	5.424	8.064	2.658	-0.018	-0.003	0.005
Si	8.14	5.181	2.552	0.011	-0.023	0.002
Si	5.483	13.338	2.816	0.04	-0.036	0.065
Si	8.069	10.728	2.471	0.007	0.013	-0.04
Si	10.814	2.653	2.64	-0.01	0.019	0.009
Si	13.508	16.194	2.678	-0.007	0.007	0.059
Si	10.816	7.983	2.507	-0.026	0.008	0.023
Si	13.555	5.375	2.583	-0.007	-0.002	-0.006
Si	10.723	13.427	2.58	0.03	-0.004	0.01
Si	13.517	10.912	2.405	-0.036	-0.026	0.013
Si	1.324	3.898	4.03	0.002	-0.009	-0.005
Si	4.055	1.263	3.987	0.024	-0.001	-0.067
Si	1.26	9.379	3.972	0.002	0.001	0.014
Si	4.077	6.657	4.001	0.029	-0.011	-0.024
Si	1.201	14.849	4.031	-0.046	-0.02	0.009
Si	4.005	12.052	4.07	-0.027	0.01	0.003
Si	6.817	3.976	4.073	0.059	-0.022	0.035
Si	9.528	1.292	4.088	-0.021	0.014	-0.001
Si	6.772	9.428	3.974	-0.025	0.02	-0.008
Si	9.488	6.619	3.898	-0.017	-0.02	-0.019
Si	6.778	14.809	4.116	0.019	-0.043	-0.02
Si	9.42	12.05	3.932	-0.033	0.01	0.021
Si	12.193	4.019	3.961	0.012	-0.001	0.014
Si	14.946	1.243	3.949	0.023	0.04	-0.018
Si	12.191	9.437	3.802	0.007	0.046	-0.032
Si	14.924	6.767	3.884	0.014	0.002	0.007
Si	12.121	14.803	3.961	-0.005	-0.009	-0.006
Si	14.843	12.158	3.919	-0.018	-0.01	-0.005
Si	-0.06	-0.11	10.801	0.004	0.009	-0.001
Si	2.648	2.587	10.8	0.003	-0.007	0
Si	16.239	5.301	10.767	0.004	0.011	-0.008
Si	2.658	8.024	10.779	0.007	-0.007	0.003
Si	-0.056	10.758	10.768	-0.003	0.005	-0.002
Si	2.667	13.481	10.78	0.003	-0.01	0.003
Si	5.386	-0.113	10.78	-0.009	0.008	-0.003
Si	8.114	2.593	10.803	-0.012	0.003	0.002
Si	5.385	5.301	10.815	-0.016	-0.013	0.006
Si	8.118	8.028	10.794	-0.005	0.001	-0.001
Si	5.389	10.758	10.755	0.011	0.005	-0.007
Si	8.118	13.479	10.765	0	-0.009	-0.002
Si	10.834	-0.108	10.8	-0.015	-0.014	-0.001
Si	13.548	2.602	10.795	0.014	0.01	-0.005
Si	10.833	5.293	10.787	0.005	0.003	0.002
Si	13.545	8.022	10.769	-0.007	0.002	-0.002
Si	10.845	10.755	10.779	0.004	-0.004	-0.005
Si	13.56	13.49	10.81	0.006	0.002	0.007
Si	1.283	1.245	12.182	0.01	-0.002	0.011
Si	4.018	3.925	12.165	-0.001	0.011	0.011
Si	1.284	6.643	12.117	-0.016	-0.021	-0.013
Si	4.041	9.389	12.117	-0.007	0.005	-0.001
Si	1.304	12.125	12.131	0.006	0.003	0.002
Si	4.012	14.871	12.137	0.024	-0.005	0
Si	6.743	1.228	12.158	-0.019	-0.012	0.005
Si	9.476	3.939	12.172	0.002	-0.008	0.004
Si	6.76	6.664	12.163	0.021	0.022	0.002
Si	9.502	9.383	12.133	-0.002	0.018	0.004
Si	6.743	12.13	12.105	-0.015	-0.005	0.002
Si	9.466	14.85	12.14	-0.007	-0.001	0.004
Si	12.188	1.255	12.174	0.004	0.009	-0.001
Si	14.904	3.944	12.169	-0.001	-0.002	0.002
Si	12.206	6.636	12.135	-0.006	0.002	-0.004
Si	14.905	9.391	12.118	0.003	-0.002	0.005
Si	12.19	12.124	12.15	-0.003	0	0.008
Si	14.911	14.864	12.182	0.004	0.003	0.006
Si	16.237	2.591	13.569	-0.003	0.008	0.012
Si	2.648	-0.11	13.535	0.003	0.01	0.001
Si	16.238	7.994	13.463	0.016	-0.008	-0.004
Si	2.609	5.265	13.492	-0.01	0.016	-0.001
Si	-0.021	13.502	13.519	0.015	-0.008	0.003
Si	2.683	10.759	13.459	0.007	-0.001	0.009
Si	5.368	2.556	13.539	0.004	-0.005	0.007
Si	8.112	-0.12	13.52	0.007	0.001	-0.004
Si	5.384	8.028	13.502	-0.01	-0.008	0.011
Si	8.117	5.299	13.532	-0.015	0	0.001
Si	5.412	13.53	13.458	-0.016	0.008	-0.004
Si	8.124	10.771	13.432	0.003	0.01	0.007
Si	10.821	2.586	13.567	-0.013	0.005	0.006
Si	13.554	-0.082	13.552	-0.001	0.002	0.005
Si	10.856	7.992	13.484	0.01	-0.006	-0.003
Si	13.526	5.27	13.537	-0.012	0.01	0.001
Si	10.845	13.517	13.499	-0.005	-0.003	-0.007
Si	13.561	10.753	13.489	0.004	-0.006	0.007
Si	1.285	3.928	14.943	0.032	0.03	0.003
Si	3.988	1.223	14.939	-0.002	0.003	0.007
Si	1.315	9.351	14.76	0	-0.003	-0.003
Si	3.968	6.634	14.803	-0.002	-0.01	-0.039
Si	1.31	14.867	14.931	0.004	-0.003	0.012
Si	4.032	12.189	14.77	-0.001	0.01	-0.028
Si	6.745	3.918	14.871	0.011	-0.004	0.014
Si	9.458	1.209	14.925	-0.021	-0.02	0.002
Si	6.799	9.413	14.801	-0.012	-0.017	0.014
Si	9.518	6.645	14.88	0.044	0.015	0.007
Si	6.754	14.857	14.886	-0.029	-0.022	0.007
Si	9.451	12.152	14.796	-0.014	0.015	0
Si	12.166	3.94	14.957	0.013	-0.014	0.013
Si	14.872	1.271	14.983	-0.013	0.003	0.01
Si	12.238	9.332	14.825	0.022	-0.012	-0.014
Si	14.894	6.637	14.861	0.02	0.021	0.002
Si	12.191	14.879	14.895	-0.026	-0.004	0.001
Si	14.919	12.137	14.835	0.001	0.018	-0.013
Si	-0.074	-0.104	16.323	0.013	0.007	0.004
Si	2.604	2.548	16.353	0	-0.031	-0.017
Si	16.222	5.306	16.272	0.006	-0.024	0.024
Si	2.635	8.006	16.158	-0.003	-0.019	0.046
Si	-0.02	10.714	16.09	0.014	-0.012	-0.043
Si	2.735	13.503	16.235	0.014	0.008	0.034
Si	5.37	-0.143	16.274	0.004	0.021	0.013
Si	8.109	2.589	16.277	-0.004	0.001	-0.01
Si	5.269	5.229	16.144	-0.036	-0.017	-0.033
Si	8.139	8.023	16.169	-0.038	0.008	0.04
Si	5.46	10.88	16.05	-0.007	0.021	-0.049
Si	8.147	13.507	16.234	0.021	0.016	0.009
Si	10.82	-0.136	16.323	0.029	0.003	-0.006
Si	13.474	2.597	16.398	-0.019	-0.002	0.003
Si	10.851	5.327	16.345	-0.014	0.004	0.024
Si	13.579	7.982	16.257	-0.038	0.008	0.03
Si	10.824	10.733	16.033	0.014	-0.008	-0.036
Si	13.588	13.526	16.209	0.025	-0.017	-0.001
Si	1.237	1.21	17.79	-0.013	0.018	0.004
Si	3.978	3.925	17.673	0.043	0.032	0.014
Si	1.261	6.687	17.61	-0.018	0.01	0.002
Si	4.087	9.494	17.251	-0.006	0.003	-0.065
Si	1.333	12.049	17.422	0.017	-0.021	-0.03
Si	4.106	14.793	17.715	0.015	-0.027	-0.025
Si	6.697	1.258	17.619	0.004	0.01	0.006
Si	9.448	3.949	17.677	-0.017	-0.015	-0.004
Si	6.636	6.628	17.354	0.005	0.049	-0.057
Si	9.537	9.442	17.47	0.023	0.03	-0.018
Si	6.761	12.165	17.548	-0.036	0.005	0.001
Si	9.517	14.772	17.697	0.012	-0.022	0.039
Si	12.084	1.217	17.797	-0.014	0.019	0.013
Si	14.841	4.017	17.716	0.02	0.03	-0.024
Si	12.237	6.696	17.741	0.018	-0.036	0.003
Si	15.014	9.373	17.501	0.025	0.01	-0.039
Si	12.193	12.05	17.351	-0.006	0	-0.035
Si	14.885	14.865	17.689	-0.017	-0.009	0.017
Si	16.081	2.601	19.112	-0.011	-0.033	0.04
Si	2.656	-0.214	19.09	-0.004	0.004	0.05
Si	0.038	8.162	19.014	0	-0.001	0.069
Si	2.595	5.321	18.988	0.023	0.024	0.045
Si	-0.013	13.334	18.811	-0.041	0.002	0.021
Si	2.835	10.775	18.688	0.019	0.029	0.038
Si	5.303	2.55	19.092	-0.009	-0.048	0.036
Si	8.151	-0.037	18.94	-0.003	0.03	0.033
Si	5.408	8.176	18.563	0.014	-0.012	0.053
Si	7.847	5.278	18.787	-0.016	-0.072	-0.026
Si	5.616	13.486	19.125	-0.004	0.045	0.06
Si	8.1	10.737	18.789	0.008	-0.043	0.071
Si	10.788	2.679	19.224	0.023	0.005	0.017
Si	13.424	-0.201	19.175	0	-0.008	0.014
Si	10.851	8.189	18.951	0.082	0.052	0.025
Si	13.655	5.417	19.243	0.015	0.036	0.034
Si	10.903	13.185	18.883	-0.044	0.018	0.046
Si	13.56	10.736	18.675	-0.006	-0.014	0.056
Si	1.272	3.889	20.373	-0.156	0.229	-0.726
Si	4.245	0.878	20.447	-0.294	0.382	-0.739
Si	1.773	9.338	20.141	-0.232	0.045	-0.73
Si	3.865	7.092	19.858	-0.149	-0.16	-0.628
Si	1.659	14.243	20.139	-0.037	0.311	-0.817
Si	4.015	12.149	20.174	0.331	-0.113	-0.76
Si	6.812	3.794	20.399	-0.149	0.145	-0.675
Si	9.076	1.544	20.435	0.217	-0.003	-0.685
Si	7.033	9.091	20.026	-0.205	0.039	-0.841
Si	9.118	6.889	19.804	-0.016	0.175	-0.554
Si	6.739	15.214	20.449	0.284	-0.454	-0.805
Si	9.489	11.838	20.287	-0.014	-0.002	-0.744
Si	12.433	3.842	20.539	-0.148	0.173	-0.715
Si	14.496	1.431	20.526	0.136	-0.077	-0.808
Si	12.514	9.369	20.232	-0.408	0.106	-0.719
Si	14.816	7.192	20.517	0.22	-0.378	-0.71
Si	12.416	14.251	20.318	-0.132	0.257	-0.755
Si	14.717	12.157	20.075	0.181	-0.003	-0.746
Si	2.761	14.349	25.347	-0.102	0.06	-0.006
Si	2.272	1.746	22.228	0.04	-0.002	-0.062
Si	14.962	4.002	25.252	-0.102	-0.011	-0.068
Si	0.123	10.815	22.301	0.091	0.019	-0.188
Si	0.722	13.801	23.06	-0.14	-0.174	-0.175
Si	5.372	10.345	22.355	-0.099	-0.006	-0.271
Si	9.295	4.517	24.621	0.103	0.003	0.023
Si	10.816	7.859	23.997	0.158	0.006	-0.091
Si	5.184	5.737	22.169	0.027	-0.27	0.045
Si	8.961	9.729	29.226	-0.105	0.076	0.133
Si	10.33	13.585	22.411	-0.032	-0.148	-0.091
Si	8.629	15.949	22.78	0.028	0.001	-0.287
Si	10.59	5.669	22.102	0.294	-0.112	-0.078
Si	15.743	6.779	26.18	-0.042	0.041	-0.133
Si	-0.083	7.893	23.265	0.023	-0.025	-0.228
Si	11.008	10.623	22.497	-0.078	0.068	-0.153
Si	16.054	0.148	23.007	0.085	-0.051	-0.257
Si	2.695	1.751	29.51	0.057	0.15	0.021
Si	1.026	4.118	23.372	0.109	0.009	-0.168
Si	5.072	7.913	23.964	-0.04	-0.028	-0.146
Si	2.219	12.457	27.804	0.004	-0.117	-0.083
Si	13.186	13.184	26.604	0.048	-0.2	-0.256
Si	4.616	12.209	31.352	-0.029	0.025	0.178
Si	4.247	-0.144	30.893	-0.053	-0.016	0.286
Si	2.593	1.003	26.584	0.01	0.036	-0.093
Si	5.469	1.426	26.759	-0.033	0.159	0.063
Si	8.809	7.008	26.113	-0.121	0.071	-0.05
Si	8.158	14.274	26.993	-0.115	0.057	0.102
Si	13.161	11.634	29.052	0.109	-0.078	0.18
Si	16.074	1.353	25.869	-0.054	-0.004	0.052
Si	0.735	3.812	30.327	-0.083	0.063	0.156
Si	7.974	1.829	24.997	-0.002	-0.181	-0.263
Si	12.154	5.266	25.37	-0.047	0.105	-0.263
Si	11.118	8.05	27.627	0.035	-0.04	-0.09
Si	-0.027	10.83	29.005	-0.044	-0.032	0.124
Si	5.411	14.619	26.309	-0.059	0.124	-0.144
Si	14.932	14.944	30.4	0.016	-0.27	0.162
Si	2.633	6.45	23.658	0.094	-0.052	-0.122
Si	2.225	6.361	30.103	-0.044	-0.002	0.039
Si	14.95	15.211	27.378	0.097	-0.064	-0.061
Si	1.537	8.369	27.783	-0.018	0.038	0.03
Si	5.55	2.168	29.812	-0.05	0	0.071
Si	8.8	11.392	26.731	-0.126	-0.109	-0.067
Si	9.607	0.858	30.246	-0.062	-0.018	0.174
Si	9.442	10.819	32.081	0.019	-0.045	0.21
Si	4.088	10.013	27.203	0.03	-0.037	0.033
Si	11.926	15.606	30.319	0.001	0.042	0.013
Si	2.9	14.259	32.501	0.021	0.011	0.3
Si	6.608	8.206	28.197	0.044	-0.044	-0.179
Si	11.769	10.588	26.65	0.192	0.133	-0.051
Si	0.492	-0.25	32.286	0.077	0.063	0.359
Si	13.348	6.343	27.959	0.167	-0.057	0.015
Si	12.564	3.949	32.945	-0.093	-0.044	-0.019
Si	1.4	2.72	33.046	0.013	0.028	0.219
Si	-0.1	10.33	31.947	-0.075	0.049	0.253
Si	1.532	8.1	32.399	0.007	0.017	0.173
Si	4.308	13.836	28.991	-0.048	0.055	0.121
Si	7.298	12.683	32.342	0.004	0.047	0.179
Si	6.879	5.503	32.644	0.042	0.157	0.414
Si	7.771	2.857	31.856	-0.091	-0.096	0.269
Si	4.321	9.346	32	0.011	-0.093	0.378
Si	9.687	0.729	27.18	-0.027	-0.022	0.134
Si	8.547	14.199	29.933	0.194	-0.007	0.054
Si	6.158	10.347	25.136	0.082	-0.032	-0.152
Si	14.191	4.779	30.583	-0.122	-0.031	0.276
Si	12.059	15.613	27.321	-0.023	-0.058	-0.025
Si	5.205	6.745	30.393	-0.108	0.149	0.189
Si	14.54	6.155	33.119	-0.02	-0.04	0.063
Si	11.055	12.929	30.86	-0.03	-0.046	-0.145
Si	14.57	12.602	32.639	0.117	0.091	0.271
O	16.126	15.388	33.585	0.041	-0.511	-0.19
O	14.665	0.909	34.606	0.185	-0.121	-0.501
O	0.666	3.449	34.292	-0.069	-0.458	0.238
O	2.895	2.383	33.544	0.34	0.228	-0.518
O	15.921	5.84	33.877	0.425	0.207	-0.094
O	13.554	4.998	33.672	0.087	-0.056	0.633
O	1.673	7.857	33.981	-0.261	0.191	-0.095
O	0.074	8.71	31.967	-0.362	-0.135	-0.313
O	15.417	12.491	34.067	0.096	0.518	0.122
O	0.682	10.695	33.341	0.445	-0.276	-0.088
O	3.738	11.742	34.616	-0.272	0.082	-0.511
O	2.545	14.01	34.043	-0.428	0.258	-0.029
O	6.197	14.716	34.677	-0.218	0.18	-0.478
O	4.189	0.48	34.693	0.057	-0.174	-0.547
O	7.56	2.069	33.295	-0.507	0.096	-0.354
O	8.975	2.045	31.135	0.483	-0.006	-0.028
O	3.808	6.275	34.541	-0.052	0	-0.466
O	5.785	4.775	33.625	-0.223	-0.233	-0.272
O	7.38	6.892	33.357	-0.163	0.425	-0.448
O	6.206	5.831	31.236	0.029	-0.042	-0.273
O	4.547	10.639	31.086	0.106	-0.149	-0.624
O	4.948	9.658	33.48	0.192	-0.33	-0.254
O	10.376	12.141	32.083	0.034	0.172	0.289
O	8.025	13.264	33.657	0.649	0.093	-0.309
O	9.478	0.541	34.372	0.214	0.007	-0.33
O	11.538	14.768	34.417	-0.02	-0.184	-0.474
O	12.942	4.037	31.357	-0.465	-0.093	-0.523
O	12.871	2.498	33.589	-0.047	-0.252	-0.326
O	9.433	6.166	34.566	-0.029	-0.014	-0.064
O	11.077	4.418	33.409	-0.309	-0.153	-0.453
O	13.909	7.572	33.511	0.186	0.419	-0.376
O	12.004	9.043	34.47	0.023	0.034	-0.228
O	12.156	10.679	28.229	-0.177	-0.405	0.193
O	7.598	8.869	29.298	-0.268	-0.187	0.577
O	13.509	15.693	30.409	0.088	0.586	-0.194
O	13.128	13.051	33.227	-0.18	-0.033	-0.606
O	2.13	2.554	20.816	0.169	-0.142	-0.205
O	0.838	4.577	21.806	-0.488	0.647	0.089
O	3.768	1.173	22.014	0.363	0.017	0.515
O	5.424	-0.197	20.687	-0.196	-0.114	0.079
O	1.391	10.29	21.424	0.45	0.286	0.443
O	0.421	12.194	23.132	0.043	0	0.421
O	5.084	6.615	20.834	0.322	0.343	-0.126
O	2.832	8.154	20.584	0.13	0.099	0.356
O	0.875	14.313	21.544	-0.115	0.002	0.094
O	15.909	14.906	23.486	-0.351	-0.148	0.23
O	4.424	11.379	21.565	-0.187	0.133	0.327
O	6.08	11.016	23.656	0.197	0.801	-0.016
O	6.054	4.426	21.751	0.119	-0.121	0.399
O	7.96	2.699	20.867	0.023	0.092	0.155
O	9.429	0.66	21.782	0.346	0.112	0.362
O	8.092	0.531	24.021	-0.129	-0.133	0.146
O	6.527	9.844	21.361	0.048	0.469	0.367
O	8.069	7.926	20.545	-0.116	-0.093	0.58
O	10.892	7.22	22.49	0.328	0.418	-0.157
O	9.838	5.732	20.703	-0.087	-0.591	-0.301
O	7.431	15.225	21.94	0.007	-0.307	0.571
O	9.198	13.099	21.32	-0.36	0.347	0.113
O	9.835	10.597	21.341	-0.365	-0.543	0.182
O	8.415	3.207	24.289	-0.075	0.076	-0.547
O	11.835	4.637	21.874	0.271	-0.036	0.622
O	13.448	2.62	21.01	0.066	0.108	0.439
O	15.027	0.625	21.847	-0.207	-0.396	0.269
O	13.547	8.2	20.689	0.044	-0.266	0.08
O	12.31	10.292	21.579	0.24	0.316	0.215
O	1.508	7.518	23.144	0.129	0.355	-0.332
O	15.467	7.145	22.029	-0.027	-0.275	0.377
O	13.695	13.288	20.685	0.13	0.046	0.227
O	9.59	14.726	23.312	-0.044	-0.073	0.464
O	2.04	14.091	23.938	0.474	0.028	-0.169
O	15.246	11.202	21.288	-0.072	-0.119	0.1
O	1.222	0.538	22.441	0.246	-0.47	-0.285
O	2.484	15.849	25.911	-0.036	0.088	0.183
O	5.43	-0.18	26.811	0.154	-0.135	0.183
O	4.373	14.3	25.116	0.224	-0.007	-0.43
O	15.867	3.81	23.916	-0.518	-0.21	-0.432
O	1.291	1.838	26.101	0.228	0.312	-0.198
O	2.874	13.238	20.559	-0.082	0.101	0.513
O	4.575	9.018	22.867	-0.741	-0.22	-0.269
O	16.043	9.52	23.204	-0.54	-0.002	0.493
O	12.774	11.722	25.959	0.172	-0.144	-0.568
O	0.427	9.466	28.251	-0.205	-0.221	0.025
O	5.7	12.553	32.51	-0.318	0.05	0.123
O	8.987	12.975	26.578	0.446	0.082	-0.254
O	6.483	1.93	25.609	-0.234	0.149	-0.283
O	6.069	8.71	24.954	0.333	-0.078	0.396
O	2.01	2.824	23.398	0.133	-0.156	0.433
O	3.601	5.604	22.61	-0.098	-0.252	-0.397
O	11.858	6.768	24.733	0.179	0.139	-0.028
O	7.528	10.796	25.886	0.036	-0.073	0.127
O	3.193	12.836	31.797	-0.286	-0.492	-0.251
O	10.923	12.177	23.068	0.196	-0.024	0.472
O	10.238	10.864	26.226	-0.107	-0.222	-0.425
O	11.568	14.39	21.716	0.108	0.208	0.397
O	9.514	5.158	23.165	-0.53	0.124	-0.023
O	13.467	4.469	24.781	-0.17	0.043	-0.382
O	15.955	-0.002	26.769	0.337	-0.128	0.243
O	8.445	5.511	25.598	-0.559	-0.339	0.039
O	10.815	4.348	25.211	0.209	-0.406	0.322
O	10.14	6.899	27.04	0.076	-0.281	0.438
O	15.601	7.386	24.674	-0.523	-0.17	0.224
O	10.135	8.929	28.51	0.057	0.148	0.259
O	11.011	9.476	23.667	-0.055	0.215	0.24
O	2.23	13.192	26.358	-0.226	0.01	-0.142
O	2.631	0.837	28.188	0.138	-0.324	0.188
O	4.959	13.691	27.54	0.01	-0.33	-0.05
O	15.067	2.619	26.125	-0.293	-0.17	0.223
O	5.972	1.921	28.245	0.332	-0.046	-0.064
O	3.793	5.99	30.174	0.124	-0.487	-0.066
O	3.701	7.265	24.586	-0.243	0.331	0.802
O	1.722	5.264	24.289	0.037	-0.157	0.51
O	14.664	11.003	29.1	-0.077	-0.304	-0.066
O	2.862	8.948	27.026	-0.004	-0.173	-0.184
O	2.722	13.515	28.911	-0.311	0.464	0.177
O	0.705	12.004	28.162	-0.389	0.346	-0.065
O	4.429	15.315	29.555	0.105	0.073	-0.408
O	7.612	13.627	31.098	-0.202	0.229	-0.159
O	5.094	12.826	29.954	0.695	-0.039	-0.384
O	8.609	11.011	28.295	-0.364	0.206	0.12
O	6.929	14.264	25.94	0.012	-0.365	-0.679
O	9.005	1.795	26.226	0.282	0.516	0.243
O	11.153	0.65	30.727	0.113	0.599	0.439
O	3.964	1.838	26.272	-0.16	0.329	-0.367
O	7.57	7.676	26.957	0.072	0.15	0.053
O	5.889	6.656	23.311	0.709	-0.16	0.154
O	11.506	14.404	31.309	-0.055	0.179	0.601
O	5.865	6.978	28.933	0.078	-0.411	-0.485
O	9.005	15.62	26.887	0.231	-0.209	-0.265
O	12.358	12.045	30.403	0.096	-0.074	0.131
O	15.775	0.989	24.334	-0.576	0.362	0.128
O	11.232	0.54	26.745	0.38	0.448	-0.518
O	2.041	7.613	29.113	0.18	0.241	0.076
O	2.886	0.743	30.765	-0.347	0.1	0.139
O	0.815	7.33	26.78	0.194	-0.03	-0.001
O	9.381	7.821	24.794	-0.362	0.092	-0.29
O	12.543	5.41	26.925	-0.311	-0.461	0.282
O	15.671	5.165	26.128	0.267	-0.293	0.203
O	11.835	8.961	26.435	0.311	-0.172	-0.231
O	13.236	13.004	28.216	0.146	0.527	0.235
O	14.631	13.936	26.358	0.497	-0.183	-0.418
O	15.884	-0.232	30.992	0.086	0.411	-0.316
O	15.442	3.767	30.387	0.021	-0.634	-0.149
O	1.293	2.531	29.536	-0.415	-0.109	-0.564
O	1.651	15.03	31.878	-0.059	-0.232	-0.592
O	0.75	1.295	32.67	-0.183	0.113	-0.238
O	12.289	7.421	28.534	-0.057	0.109	0.683
O	14.532	7.163	27.201	0.101	0.608	0.283
O	1.301	5.137	29.6	-0.273	-0.032	-0.543
O	1.722	6.729	31.593	-0.255	-0.535	0.273
O	14.959	13.617	31.398	0.106	-0.184	-0.188
O	4.181	15.241	32.209	0.284	0.201	0.35
O	3.299	11.234	27.933	0.3	0.093	0.336
O	0.516	10.844	30.541	0.382	0.474	0.063
O	4.013	2.728	29.629	-0.174	0.51	-0.286
O	1.368	3.742	31.815	0.101	0.282	-0.118
O	5.503	0.856	30.79	0.575	-0.255	0.434
O	8.88	15.729	30.365	-0.273	-0.058	0.398
O	8.042	4.398	32.333	0.719	0.103	-0.297
O	9.535	1.274	28.687	-0.181	0.617	-0.031
O	9.854	13.218	29.781	0.101	-0.266	-0.587
O	7.873	11.188	32.164	-0.239	-0.424	-0.338
O	4.757	10.706	25.886	-0.276	0.382	-0.083
O	5.011	8.102	31.259	0.246	0.054	0.028
O	11.465	15.262	28.792	-0.202	-0.44	0.019
O	7.712	14.165	28.549	-0.389	-0.118	0.062
O	13.583	-0.256	27.506	0.105	0.76	0.045
O	15.394	14.676	28.857	0.33	-0.293	-0.043
O	9.568	10.035	30.685	0.425	-0.365	-0.207
O	6.604	3.022	30.705	0.042	0.53	-0.103
O	14.677	6.013	31.524	0.541	0.545	-0.371
O	13.824	5.382	29.152	0.092	-0.272	-0.188
O	12.023	14.298	26.348	-0.626	0.133	-0.338
O	9.91	10.027	33.389	-0.123	-0.36	-0.352
O	5.402	9.265	27.845	-0.066	0.293	0.143
O	14.752	11.059	32.08	-0.387	-0.397	-0.398
O	2.726	9.12	32.023	-0.215	0.461	-0.04
Si	16.229	16.223	5.393	-0.009	0.008	0.016
Si	2.697	2.582	5.392	-0.008	-0.004	0
Si	16.268	5.358	5.277	0.008	0.025	-0.011
Si	2.657	8.017	5.321	0.03	0.012	-0.017
Si	16.213	10.774	5.289	-0.016	-0.01	-0.005
Si	2.613	13.466	5.345	0.019	0.012	-0.009
Si	5.361	16.19	5.379	-0.016	-0.002	0.006
Si	8.137	2.608	5.43	-0.007	-0.003	0.023
Si	5.431	5.339	5.39	-0.015	0.004	0
Si	8.138	8.012	5.28	-0.001	-0.005	-0.013
Si	5.395	10.716	5.393	0.021	0.003	0.013
Si	8.155	13.433	5.389	0.015	0.002	0.011
Si	10.854	16.187	5.381	0.008	-0.005	0.011
Si	13.567	2.622	5.289	-0.011	-0.023	0.003
Si	10.831	5.335	5.34	-0.033	-0.018	0.009
Si	13.533	8.09	5.246	-0.029	-0.008	-0.009
Si	10.839	10.728	5.264	0.007	-0.006	-0.004
Si	13.51	13.484	5.33	0.009	0.003	-0.005
Si	1.313	1.231	6.732	0.012	-0.025	0.005
Si	4.046	3.969	6.726	0.019	0.006	-0.005
Si	1.304	6.668	6.689	0.009	0.007	0
Si	4.02	9.356	6.716	0.004	-0.004	-0.002
Si	1.264	12.101	6.691	-0.002	-0.002	-0.002
Si	3.986	14.828	6.712	-0.024	0.018	0.002
Si	6.742	1.229	6.735	0.023	0.006	-0.004
Si	9.498	3.982	6.745	0.003	0	0.004
Si	6.787	6.702	6.718	-0.009	-0.002	0.005
Si	9.493	9.372	6.654	0.012	-0.012	-0.005
Si	6.754	12.1	6.729	-0.023	0.011	-0.007
Si	9.493	14.825	6.737	0.003	-0.016	0.001
Si	12.23	1.249	6.693	0.007	-0.021	-0.004
Si	14.912	3.989	6.657	-0.009	0.01	-0.012
Si	12.199	6.718	6.655	-0.008	0.004	-0.007
Si	14.881	9.41	6.665	0.003	0.017	-0.002
Si	12.168	12.1	6.673	0.003	0.002	-0.003
Si	14.868	14.839	6.713	-0.005	0.012	0.002
Si	16.26	2.618	8.047	0.019	0.007	-0.011
Si	2.653	16.187	8.092	-0.002	-0.009	0.01
Si	16.255	8.043	8.029	-0.009	-0.009	-0.006
Si	2.663	5.317	8.071	0.006	0.007	0.002
Si	16.246	13.478	8.06	-0.008	-0.005	-0.004
Si	2.65	10.746	8.045	0	0	-0.012
Si	5.391	2.603	8.09	-0.026	-0.012	-0.007
Si	8.113	16.189	8.078	-0.019	-0.02	0.003
Si	5.395	8.022	8.083	0.004	-0.009	0
Si	8.122	5.33	8.09	0.008	0.005	0.005
Si	5.377	13.475	8.058	0.014	-0.01	-0.004
Si	8.133	10.728	8.048	-0.005	0.002	-0.018
Si	10.855	2.593	8.066	-0.012	0.007	-0.008
Si	13.547	16.207	8.086	0.012	0.006	0.007
Si	10.837	8.037	8.05	-0.002	0.004	0.002
Si	13.543	5.335	8.023	-0.004	0.009	-0.011
Si	10.851	13.463	8.079	0.009	0.018	0.005
Si	13.537	10.759	8.047	-0.01	-0.009	0
Si	1.3	3.951	9.425	-0.004	0.006	0.001
Si	4.017	1.241	9.434	0.005	-0.002	0
Si	1.298	9.388	9.41	0.007	0.003	-0.001
Si	4.032	6.659	9.439	0.013	0.006	0.01
Si	1.285	14.833	9.437	0.014	0.001	0.011
Si	4.012	12.113	9.406	-0.009	0.006	-0.004
Si	6.756	3.96	9.447	0.007	0.009	-0.007
Si	9.478	1.241	9.428	0.01	-0.001	-0.007
Si	6.766	9.389	9.423	-0.004	0.001	-0.003
Si	9.488	6.679	9.436	-0.009	-0.002	0.004
Si	6.74	14.835	9.423	-0.019	0.007	0.005
Si	9.478	12.102	9.417	-0.002	-0.003	-0.006
Si	12.206	3.963	9.414	0	-0.011	-0.008
Si	14.913	1.252	9.428	-0.014	-0.014	-0.005
Si	12.192	9.394	9.412	-0.002	0.005	0.003
Si	14.902	6.676	9.395	0.005	-0.006	0.001
Si	12.194	14.842	9.446	0.004	-0.005	0.013
Si	14.892	12.122	9.422	0	-0.001	-0.001

Results
total energy: -115452.740 eV
total energy less fixed offsets of O -438.35, Si -107.03 eV per atom: 13.600 eV
